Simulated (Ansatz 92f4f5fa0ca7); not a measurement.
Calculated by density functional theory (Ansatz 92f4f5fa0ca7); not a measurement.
Periodic cell of 212 atoms, Si132O80, from a study of silicon, its oxide and their interface. The atomic structure is a simulated model.
Doubt: the cutoff is far below the 930 eV that the study's wrapper takes by default for these files, so forces and energies are approximate.

Settings
functional: PBE
potential files: Ansatz PAW
basis: plane waves
wave-function cutoff: 580 eV
density cutoff ratio: 5
exchange-correlation grid ratio: 1
k mesh: 1 x 1 x 1, Gamma-centred
self-consistency stop: 5e-08 eV per atom in the density residual
occupations: fixed
spin: none
net charge: 0

Cell vectors (angstrom)
a 10.938 0 0
b 0 10.938 0
c 0 0 31.1171

Atoms and the computed forces on them: element, x, y, z (angstrom), force x, y, z (eV/angstrom)
Si 10.5615 0.4678 23.5559 -0.0248 0.0216 0.0373
Si 5.1401 0.3358 23.7058 0.0067 0.0448 -0.0071
Si 3.3923 2.1751 23.6322 0.0328 -0.0096 -0.021
Si 8.7552 2.2519 23.8188 -0.0193 -0.034 -0.0379
Si 10.5818 5.7989 23.6624 -0.033 0.0338 0.0133
Si 5.0084 5.7851 23.762 -0.0906 0.0169 -0.0283
Si 3.3074 7.6539 23.7315 0.0022 -0.0603 -0.0087
Si 8.8873 7.6489 23.6514 0.0402 -0.0895 -0.0291
Si 1.4556 1.3388 24.8492 0.013 -0.0095 0.0094
Si 6.9038 1.3049 24.9875 -0.0184 -0.0156 -0.0075
Si 4.1248 4.0079 25.0302 -0.0202 -0.0035 0.002
Si 9.6657 4.0531 25.0353 0.0323 0.0863 0.012
Si 1.4292 6.776 24.9239 -0.0021 -0.0158 0.0038
Si 6.9276 6.7834 24.8343 0.0285 0.0182 0.0534
Si 4.1629 9.5027 24.9757 0.0372 0.0254 0.0234
Si 9.6734 9.5486 24.8674 0.0357 0.0496 0.0135
Si 2.7391 -0.0601 26.3106 -0.0103 0.012 -0.0813
Si 8.2458 -0.1012 26.3213 0.0075 0.0434 -0.0401
Si 0.1264 2.6974 26.3401 -0.0478 -0.0435 -0.0802
Si 5.5506 2.7036 26.3658 0.0013 -0.0205 -0.0615
Si 2.7225 5.3929 26.3528 0.0544 0.057 -0.0872
Si 8.2085 5.4179 26.3265 0.0101 0.0193 -0.1126
Si 0.0797 8.1988 26.3052 -0.0098 -0.0142 -0.0515
Si 5.5808 8.1631 26.3127 -0.0455 -0.0339 -0.0946
Si 4.1018 1.3673 27.6989 0.0079 -0.1941 -0.2086
Si 9.5708 1.3673 27.6989 0.2542 -0.194 -0.3691
Si 1.3673 4.1018 27.6989 0.0782 -0.1489 0.7135
Si 6.8362 4.1018 27.6989 0.1579 0.0396 0.451
Si 4.1018 6.8362 27.6989 0.1991 -0.1384 -0.3739
Si 9.5708 6.8362 27.6989 0.0696 0.0657 -0.3768
Si 1.3673 9.5708 27.6989 0.1047 -0.0374 0.267
Si 6.8362 9.5708 27.6989 0.2369 -0.2319 0.317
Si 0 0 29.0661 -0.0441 0.0095 0.0221
Si 5.469 0 29.0661 -0.0457 -0.0123 -0.0293
Si 2.7345 2.7345 29.0661 -0.0471 0.1303 0.0265
Si 8.2035 2.7345 29.0661 -0.0167 0.1001 -0.0141
Si 0 5.469 29.0661 -0.0117 -0.0655 -0.0199
Si 5.469 5.469 29.0661 -0.0406 0.0015 0.0229
Si 2.7345 8.2035 29.0661 -0.0091 0.0928 -0.0157
Si 8.2035 8.2035 29.0661 -0.0513 0.0921 0.0225
Si 1.3673 1.3673 30.4334 0.0657 -0.0425 -0.02
Si 6.8362 1.3673 30.4334 0.0042 -0.0503 -0.0419
Si 4.1018 4.1018 30.4334 0.0409 -0.0817 -0.0005
Si 9.5708 4.1018 30.4334 0.0235 0.022 -0.0278
Si 1.3673 6.8362 30.4334 0.0088 -0.0349 -0.0472
Si 6.8362 6.8362 30.4334 0.0639 -0.038 -0.0071
Si 4.1018 9.5708 30.4334 0.0394 -0.0339 -0.0276
Si 9.5708 9.5708 30.4334 0.035 -0.0572 0.0003
Si 2.7345 0 0.6835 -0.036 -0.0013 0.009
Si 8.2035 0 0.6835 -0.0632 0.0753 -0.0013
Si 0 2.7345 0.6835 -0.0412 0.0578 0.0164
Si 5.469 2.7345 0.6835 0.0209 0.0574 0.0202
Si 2.7345 5.469 0.6835 -0.0749 0.0737 0.0002
Si 8.2035 5.469 0.6835 -0.0252 -0.0561 0.0178
Si 0 8.2035 0.6835 0.0205 0.0294 0.0179
Si 5.469 8.2035 0.6835 -0.0641 0.0673 0.0223
Si 4.1018 1.3673 2.0507 -0.0048 -0.0285 -0.0421
Si 9.5708 1.3673 2.0507 0.0155 -0.1466 0.0157
Si 1.3673 4.1018 2.0507 0.103 -0.0286 0.0291
Si 6.8362 4.1018 2.0507 -0.0011 0.0121 -0.0621
Si 4.1018 6.8362 2.0507 0.0339 -0.118 0.0262
Si 9.5708 6.8362 2.0507 0.0003 -0.001 -0.0537
Si 1.3673 9.5708 2.0507 0.0285 0.0059 -0.0556
Si 6.8362 9.5708 2.0507 0.1006 -0.042 0.0261
Si 0 0 3.418 -0.1777 -0.1048 -0.6749
Si 5.469 0 3.418 -0.1309 0.3468 0.5729
Si 2.7345 2.7345 3.418 0.0684 0.0871 -0.2951
Si 8.2035 2.7345 3.418 -0.3836 0.1954 0.498
Si 0 5.469 3.418 -0.2517 0.1683 0.5583
Si 5.469 5.469 3.418 0.0713 -0.1074 -0.7095
Si 2.7345 8.2035 3.418 -0.2425 0.2911 0.2781
Si 8.2035 8.2035 3.418 0.0263 -0.0167 -0.378
Si 1.2912 1.411 4.7021 0.0392 0.0085 0.0198
Si 6.7636 1.4508 4.8893 -0.0206 0.0148 0.0002
Si 4.1237 4.1199 4.7388 -0.0086 -0.051 0.0307
Si 9.4748 4.1651 4.8481 -0.015 -0.0003 -0.0061
Si 1.3115 6.9128 4.8306 -0.0312 0.0028 0.0261
Si 6.7919 6.8562 4.7153 0.0494 -0.0221 0.0092
Si 4.0394 9.6308 4.825 0.004 -0.0117 0.0067
Si 9.5512 9.5961 4.7382 -0.0186 -0.0394 0.0641
Si 2.5987 0.1057 6.1465 0.0164 -0.0474 -0.0312
Si 8.194 0.0131 6.1181 -0.0471 -0.0021 0.0051
Si -0.0805 2.7279 6.1022 -0.0112 0.0468 0.0075
Si 5.3622 2.8802 6.3603 0.0962 -0.0009 -0.0157
Si 2.7844 5.5312 6.0326 -0.0014 0.0433 0.0185
Si 8.0486 5.5618 6.2368 -0.0049 -0.046 -0.0284
Si -0.1002 8.2893 6.2535 0.0527 -0.0016 -0.0299
Si 5.4495 8.2052 6.0767 -0.0281 0.0511 0.0068
Si 3.3422 2.0142 7.3198 -0.0745 0.1147 0.0326
Si 9.9755 0.9153 7.3726 0.0483 0.0015 0.0547
Si 1.6688 3.847 7.166 -0.0232 -0.0786 0.082
Si 6.2416 4.7817 7.643 -0.0541 0.0273 -0.0509
Si 4.4818 6.5071 7.3957 0.0142 -0.0032 0.0621
Si 8.937 7.4081 7.4071 -0.0466 0.0192 0.1028
Si 0.7862 10.175 7.4215 -0.0458 -0.0019 0.0559
Si 7.2057 9.1669 7.297 0.0149 -0.0037 0.0587
O 3.282 1.5648 8.9234 0.0318 0.0082 0.0031
O 9.0883 6.964 9.0018 0.015 0.0303 -0.0317
O 9.6192 1.176 8.9768 -0.0115 -0.0058 0.0007
O 6.6077 4.6835 9.3034 0.0182 -0.0182 0.1057
O 6.5722 9.6217 8.7625 0.0145 0.0027 0.0504
O 1.0396 10.0239 9.0627 0.0055 -0.0262 0.0414
O 3.9631 7.1909 8.8276 -0.007 -0.0149 0.0186
O 1.0011 4.6648 8.4694 0.0189 -0.0098 -0.0117
O 2.9389 8.1067 22.1854 0.0209 -0.0079 -0.0284
O 0.069 5.3288 22.1135 -0.023 -0.0126 -0.0584
O 5.7285 10.7633 22.221 -0.0219 -0.0531 -0.0288
O 8.2377 2.9883 22.4334 0.024 -0.03 0.0596
O 5.1046 5.005 22.2799 0.0304 0.044 0.0478
O 11.0004 0.1697 21.9693 0.0023 0.0007 -0.0207
O 3.2339 2.6248 22.0409 -0.0341 -0.0337 -0.0332
O 8.7923 8.0676 22.0208 -0.0486 -0.0191 -0.0297
Si 1.1386 5.452 18.0677 0.0017 -0.004 -0.0041
Si 3.3962 4.3225 14.2321 -0.0082 0.001 -0.0235
Si 6.6771 3.4467 10.3977 0.0086 0.0188 -0.034
Si 6.7451 4.2424 16.344 -0.0257 0.0013 -0.009
Si 1.1136 4.908 10.0675 -0.0119 0.0004 -0.0229
Si 9.8911 6.6191 15.2821 -0.0136 0.0101 -0.0143
Si 0.8074 10.9132 20.5199 0.0185 -0.0277 0.0577
Si 6.3571 10.2641 10.2312 0.0025 -0.0145 -0.0794
Si 2.9194 8.6566 20.6587 -0.0351 0.0143 0.0652
Si 7.7291 7.4792 20.9318 0.0147 0.0466 0.0977
Si 7.3152 0.8087 19.11 0.0136 0.0087 -0.0021
Si 2.6079 2.5425 20.5354 -0.0245 0.0364 0.1004
Si 0.1486 0.6312 12.5137 0.0158 0.0271 0.0214
Si 8.2274 3.1203 20.828 0.015 -0.0074 0.0251
Si 0.0474 1.0498 15.4859 -0.016 -0.0278 -0.0151
Si 9.8126 10.6651 18.0127 -0.0172 0.0057 -0.0155
Si 3.2463 1.3827 15.6415 -0.0033 0.0134 0.0075
Si 3.3209 7.1476 10.3256 -0.0045 0.0101 -0.0445
Si 5.3619 8.225 12.3143 0.003 -0.0071 0.0164
Si 11.0215 4.6344 20.636 0.0495 -0.0271 0.1176
Si 8.5954 7.8067 17.9262 0.0072 0.0239 -0.009
Si 4.3173 1.5289 10.1636 -0.0246 -0.019 -0.0376
Si 1.8736 6.9085 15.5438 0.0074 -0.0255 0.0057
Si 3.8448 6.241 18.8553 -0.0003 -0.0001 0.0077
Si 4.7679 2.483 18.1402 0.0187 -0.0084 0.006
Si 1.02 9.2809 10.511 -0.044 0.0009 -0.0445
Si 6.3216 4.2773 13.456 -0.0076 0.022 -0.0068
Si 6.0195 5.0959 20.9428 -0.0318 -0.0018 0.0591
Si 7.9197 6.7936 13.0533 -0.0068 0.0183 -0.0007
Si 9.776 6.9551 10.469 -0.0075 0.0321 -0.0481
Si 5.7248 9.8096 20.8939 0.012 0.0004 0.0844
Si 2.1762 2.8555 11.9388 -0.0378 0.0064 0.0224
Si 4.0307 9.1987 14.8722 0.0095 -0.0009 -0.0274
Si 5.8458 7.3133 16.6505 -0.0101 -0.0049 0.0017
Si 8.8271 1.3667 10.3799 0.0024 -0.0114 -0.0352
Si 9.8456 3.908 16.3374 0.0269 0.0158 -0.0204
O 5.5273 3.7293 17.3449 0.0152 0.0021 -0.0016
O 3.5582 2.1167 11.4763 0.0285 -0.0251 -0.0382
O 1.3337 3.5775 20.497 0.0018 0.0045 -0.0194
O 1.6343 1.3307 15.6227 0.011 0.0031 0.0053
O 7.6237 5.2201 13.2588 -0.0133 -0.0313 -0.0031
O 2.7178 8.2798 15.263 -0.0099 0.0038 -0.0036
O 8.6169 7.0017 11.6031 0.0222 -0.0072 -0.0286
O 9.4079 6.876 16.8428 0.0032 -0.0009 0.0174
O 10.6054 0.3413 14.0522 0.0014 0.0023 0.009
O 8.2047 2.8767 10.3969 0.0069 0.0007 0.0046
O 11.1226 4.2924 17.3479 -0.021 -0.0038 0.0041
O 4.884 10.9628 10.3779 0.0053 0.0116 0.0023
O 10.6224 -0.0164 16.6453 0.0089 0.0083 0.0043
O 0.4346 7.1214 14.7917 -0.003 0.0044 -0.002
O 2.7318 5.0982 18.4113 -0.0126 -0.0009 0.0055
O 4.5076 7.1359 11.4426 -0.0053 0.0026 -0.0122
O 5.6187 2.402 9.7423 -0.0051 -0.0093 0.006
O 4.5547 6.9459 17.5746 0.014 0.009 -0.0088
O 8.2808 3.9611 16.9407 -0.0036 0.002 0.0167
O 3.8268 2.825 19.457 0.0034 0.0011 -0.0002
O 8.3811 7.2632 19.4564 0.011 0.0035 -0.0277
O 10.1371 2.4261 15.7328 -0.0059 0.0031 0.0051
O 6.001 1.5406 18.5702 -0.0193 0.0113 0.0068
O 8.3644 0.4822 17.9107 0.0098 -0.0097 0.0051
O 6.769 3.751 20.4076 -0.013 0.0159 -0.0069
O 6.4657 5.8675 16.1144 0.0018 -0.0034 0.0095
O 9.8291 1.162 11.6373 -0.0072 0.0053 -0.0234
O 6.6585 3.4756 14.8695 0.0012 -0.0026 -0.0062
O 7.601 0.3131 10.5613 0.0018 -0.0115 0.002
O 10.688 8.2833 10.623 0.0085 0.0058 -0.0305
O 2.4234 5.7995 10.451 0.0083 -0.0014 0.0059
O 2.0046 1.0542 20.2897 0.0026 0.0247 -0.0066
O 1.3736 6.7588 17.106 -0.0115 0.0036 0.0087
O 1.2707 1.7822 12.7245 -0.0045 -0.0204 -0.0146
O 9.8934 4.991 15.1159 -0.0016 -0.0069 -0.0056
O 6.3167 8.3021 21.1137 0.0337 -0.0084 -0.0244
O 9.5395 9.0883 18.1083 -0.0082 -0.0155 0.0067
O 8.8654 7.3453 14.2545 0.0144 -0.0058 0.0077
O 7.0826 8.0803 17.3875 0.0013 -0.0064 0.011
O 10.6581 11.1098 19.3289 -0.0194 -0.0018 -0.0172
O 7.308 5.9886 21.4024 -0.0173 -0.008 -0.0257
O 3.8111 -0.116 15.1631 -0.0011 -0.0006 0.0037
O 6.3092 9.1073 11.3456 0.0007 0.0341 -0.0355
O 0.3594 5.7685 19.4785 0.0056 0.0157 -0.0234
O 4.3571 9.0865 13.2699 -0.0099 0.0047 0.0029
O 2.6728 5.5099 15.13 -0.0042 0.0102 -0.0045
O 6.2036 3.5861 11.9669 0.0101 0.0113 0.0157
O 9.5775 3.9081 20.3407 -0.0077 0.0058 -0.0097
O 6.4689 7.4865 13.2326 0.0089 -0.0082 -0.0127
O 2.4184 8.4647 10.6346 0.01 -0.0012 0.0082
O 4.8434 4.9234 13.7615 0.0123 -0.0157 0.0026
O 8.1956 1.6376 20.1908 -0.0182 -0.0161 -0.0211
O 1.5106 9.4402 20.4199 0.015 -0.0064 -0.0141
O 0.8746 10.3177 11.7619 0.0053 -0.0323 -0.0491
O 2.4612 4.1167 12.9193 0.0106 0.0094 0.0038
O 3.0165 7.3807 19.6659 -0.0109 -0.0036 0.0064
O 4.1831 9.6682 20.3777 0.0101 -0.0034 -0.0148
O 10.6983 5.6156 10.6337 0.001 -0.0059 0.0005
O 5.0672 5.6321 19.7446 -0.0053 -0.004 -0.0025
O 3.6313 2.7961 14.8463 -0.0035 -0.0124 0.0034
O 5.2915 8.4778 15.6388 -0.0006 0.0025 0.0121
O 6.7718 10.382 19.798 0.0188 -0.0048 -0.0122
O 1.305 3.4232 10.6954 -0.0025 -0.0124 0.0077
O 3.8127 1.6248 17.1438 -0.007 -0.0024 -0.0025

Results
free energy: -129410.686 eV
free energy less fixed offsets of O -568.88, Si -635.61 eV per atom: 0.234 eV

The program warned: the cutoff lies below the one the program advises for these potential files; the forces do not sum to zero within the program's tolerance; the exchange-correlation potential is rough where the density is thin.
